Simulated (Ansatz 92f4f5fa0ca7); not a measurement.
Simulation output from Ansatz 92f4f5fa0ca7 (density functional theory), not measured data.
Periodic cell of 208 atoms, Si128O80, from a study of silicon, its oxide and their interface. The atomic structure is a simulated model.
Doubt: the cutoff is far below the 930 eV that the study's wrapper takes by default for these files, so forces and energies are approximate.
This geometry differs little from another in the collection (a relaxation step or a small displacement).

Settings
functional: PBE
potential files: Ansatz PAW
basis: plane waves
wave-function cutoff: 580 eV
density cutoff ratio: 5
exchange-correlation grid ratio: 1
k mesh: 1 x 1 x 1, Gamma-centred
self-consistency stop: 5e-08 eV per atom in the density residual
occupations: fixed
spin: none
net charge: 0

Cell vectors (angstrom)
a, 10.938, 0, 0
b, 0, 10.938, 0
c, 4.264, -0.7319, 31.3629

Atoms and the computed forces on them: element, x, y, z (angstrom), force x, y, z (eV/angstrom)
Si, 5.3714, -1.8623, 23.9176, 0.0176, -0.016, 0.0109
Si, 8.0558, 0.8811, 23.975, 0.0243, -0.0154, -0.0674
Si, 5.8909, 3.1595, 23.8938, -0.0251, 0.0225, 0.0411
Si, 8.6214, -5.1255, 23.8526, -0.0272, 0.0305, 0.0386
Si, 0.3988, -2.3271, 23.8764, -0.0392, 0.0378, 0.0179
Si, 3.1777, 0.3947, 23.9111, -0.0261, 0.0251, 0.0321
Si, 10.8693, 3.5794, 23.7849, 0.0169, -0.0168, 0.005
Si, 2.6349, -4.5399, 23.9409, 0.0116, -0.0153, 0.0122
Si, 6.9406, -0.7189, 25.2657, 0.0074, -0.0148, 0.0052
Si, 9.7254, 2.0269, 25.177, 0.0073, -0.0098, 0.0099
Si, 7.0404, -6.2177, 25.2235, -0.0025, 0.0035, -0.0067
Si, 9.741, -3.4927, 25.1734, -0.0079, -0.0014, -0.0073
Si, 1.5489, -0.7395, 25.197, -0.0041, 0.0074, -0.0047
Si, 4.2913, 2.0082, 25.2141, 0.0012, 0.0005, -0.0056
Si, 12.4278, 4.7394, 25.1682, 0.0093, -0.008, 0.0056
Si, 4.2298, -3.4292, 25.2533, 0.0126, -0.0129, 0.0054
Si, 5.6113, 0.6512, 26.6276, -0.0023, 0.0091, 0.0161
Si, 8.3835, 3.3632, 26.6041, -0.0046, -0.0018, 0.0105
Si, 5.6356, -4.8321, 26.556, -0.0015, 0.0012, 0.0055
Si, 8.3671, -2.1092, 26.5516, -0.0005, 0.0041, 0.0075
Si, 11.0985, 0.6415, 26.5413, -0.0013, 0.0016, 0.0098
Si, 13.8228, 3.3797, 26.5438, -0.0021, 0.0014, 0.009
Si, 11.0922, 6.099, 26.584, -0.0005, 0.0007, 0.017
Si, 2.8819, -2.0794, 26.6202, -0.0014, 0.0037, 0.0143
Si, 4.264, -0.7319, 27.9446, -0.1318, 0.0927, 0.4104
Si, 6.9985, 2.0026, 27.9446, 0.1033, 0.0243, 0.2657
Si, 4.264, -6.2009, 27.9446, -0.0224, 0.0073, -0.2261
Si, 6.9985, -3.4664, 27.9446, 0.0279, -0.0276, -0.1359
Si, 9.733, -0.7319, 27.9446, 0.0253, -0.0039, -0.2612
Si, 12.4675, 2.0026, 27.9446, -0.0157, 0.0102, -0.2307
Si, 9.733, 4.7371, 27.9446, 0.0235, 0.0298, 0.2296
Si, 12.4675, -3.4664, 27.9446, -0.0913, -0.0645, 0.158
Si, 1.3673, -1.3673, 3.418, 0.0542, -0.027, -0.196
Si, 4.1018, 1.3673, 3.418, -0.0645, -0.0917, -0.2921
Si, 1.3673, 4.1018, 3.418, -0.1782, -0.1107, 0.1229
Si, 4.1018, -4.1018, 3.418, -0.0202, 0.0458, -0.0213
Si, 6.8362, -1.3673, 3.418, 0.0643, 0.045, 0.0541
Si, -1.3673, 1.3673, 3.418, 0.0182, 0.1269, 0.169
Si, 6.8362, 4.1018, 3.418, 0.2898, 0.0737, -0.0949
Si, -1.3673, -4.1018, 3.418, -0.1162, -0.135, -0.1556
Si, 2.7084, 0.025, 4.7676, 0.0025, 0.0012, -0.0092
Si, 5.4977, 2.7072, 4.7325, -0.0023, -0.0035, -0.0183
Si, 2.7217, 5.4729, 4.7723, -0.0022, 0.0004, -0.0089
Si, 5.4788, -2.7395, 4.7826, -0.0023, 0.0009, -0.0088
Si, -2.7251, 0.003, 4.7982, -0.0006, -0.0039, -0.0068
Si, -0.015, 2.7414, 4.8379, 0.0018, 0.0051, -0.0078
Si, 8.2308, 5.4582, 4.8137, 0.0012, 0.0031, -0.0019
Si, 0.0067, -2.755, 4.748, 0.0004, -0.0025, -0.0109
Si, 1.3201, 1.3426, 6.2025, -0.0067, 0.0027, -0.0065
Si, 4.0911, 4.0536, 6.0374, -0.0066, 0.0121, -0.0021
Si, 1.3544, -4.1122, 6.1461, 0.0113, -0.0025, -0.0043
Si, 4.1196, -1.3318, 6.0902, 0.0077, -0.0024, -0.0003
Si, -4.0573, 1.4094, 6.16, 0.0129, -0.0044, -0.0008
Si, -1.3108, 4.1339, 6.2796, 0.0043, -0.0114, -0.0096
Si, 6.8212, -4.1109, 6.1639, -0.0012, 0.0028, -0.0029
Si, -1.3436, -1.3913, 6.1147, -0.0096, 0.0087, -0.0014
Si, 0.2178, -0.3185, 7.5109, -0.0084, 0.0107, 0.0003
Si, 2.9761, 2.5036, 7.3965, -0.0089, 0.0058, 0.0056
Si, -0.1548, -5.184, 7.645, 0.0013, 0.0011, 0.0111
Si, 2.5164, -2.4825, 7.3417, 0.017, -0.0119, -0.0041
Si, 5.2382, 0.2781, 7.3877, 0.0049, -0.023, 0.0048
Si, -2.9899, 3.0425, 7.5262, 0.0102, -0.0149, 0.0004
Si, 5.6194, 5.1871, 7.3705, -0.0084, 0.0222, -0.0055
Si, -2.4641, -2.981, 7.411, -0.0174, 0.0076, -0.0002
Si, 5.6312, -2.0991, 29.3119, -0.0082, 0.0326, -0.0209
Si, 8.3657, 0.6354, 29.3119, -0.0528, 0.0234, -0.0127
Si, 5.6312, -7.5681, 29.3119, 0.0412, -0.0332, -0.0075
Si, 8.3657, -4.8336, 29.3119, 0.025, -0.0244, -0.0109
Si, 11.1002, -2.0991, 29.3119, 0.01, -0.0517, -0.0081
Si, 13.8347, 0.6354, 29.3119, 0.0463, -0.0483, 0.0093
Si, 11.1002, 3.3699, 29.3119, -0.0146, 0.0455, -0.0149
Si, 2.8967, -4.8336, 29.3119, -0.0258, 0.0294, -0.0176
Si, 6.9985, -0.7319, 30.6791, 0.0314, -0.022, -0.0093
Si, 9.733, 2.0026, 30.6791, 0.0217, -0.0276, -0.0178
Si, 6.9985, -6.2009, 30.6791, -0.0092, 0.0449, -0.0227
Si, 9.733, -3.4664, 30.6791, -0.044, 0.0253, -0.0243
Si, 12.4675, -0.7319, 30.6791, -0.0227, 0.0297, -0.0204
Si, 4.264, 2.0026, 30.6791, -0.04, 0.0218, -0.0182
Si, 1.5295, -6.2009, 30.6791, 0.0212, -0.0374, -0.0085
Si, 4.264, -3.4664, 30.6791, 0.0177, -0.0094, -0.0163
Si, 1.3673, 1.3673, 0.6835, 0.0009, 0.0048, 0.014
Si, 4.1018, 4.1018, 0.6835, -0.0252, -0.0071, 0.0129
Si, 1.3673, -4.1018, 0.6835, 0.0163, -0.0127, 0.0364
Si, 4.1018, -1.3673, 0.6835, 0.0316, -0.0382, 0.014
Si, 6.8362, 1.3673, 0.6835, 0.0018, -0.0077, 0.0351
Si, -1.3673, 4.1018, 0.6835, 0.0351, -0.0096, 0.0191
Si, 6.8362, -4.1018, 0.6835, -0.0208, 0.0373, 0.0062
Si, 9.5708, -1.3673, 0.6835, -0.0163, 0.0125, 0.0137
Si, 0, 0, 2.0507, 0.0291, -0.0175, 0.0195
Si, 2.7345, 2.7345, 2.0507, 0.0452, -0.009, 0.0172
Si, 0, -5.469, 2.0507, -0.0707, -0.0225, 0.0005
Si, 2.7345, -2.7345, 2.0507, 0.0176, 0.0609, -0.0102
Si, 5.469, 0, 2.0507, -0.0882, -0.0221, -0.0029
Si, 8.2035, 2.7345, 2.0507, -0.0058, 0.0396, -0.009
Si, 5.469, 5.469, 2.0507, 0.0365, 0.0222, 0.022
Si, 8.2035, -2.7345, 2.0507, 0.0171, -0.0257, 0.0153
Si, 2.6202, -3.7037, 11.9369, 0.0079, -0.013, -0.0092
Si, 7.3142, -3.9759, 12.6839, -0.0004, 0.0044, -0.0077
Si, 6.2597, 3.2263, 16.4977, -0.002, -0.0023, -0.0036
Si, 3.7701, 0.9635, 12.1829, 0.0077, 0, 0.001
Si, 8.1363, 2.2001, 10.5538, 0.0121, 0.0016, -0.0198
Si, 8.9234, -2.1314, 16.9408, -0.0027, -0.0005, 0.0047
Si, 3.034, -2.1677, 18.9927, -0.0001, -0.0021, -0.0039
Si, 1.4635, -1.0301, 12.4687, -0.0018, -0.0003, 0.0007
Si, 8.7273, 3.0002, 17.9164, -0.0056, -0.002, -0.0048
Si, 2.167, 2.7897, 10.3792, -0.0064, 0.0028, -0.0209
Si, 4.0767, 4.6156, 21.7385, -0.0006, -0.0135, 0.0075
Si, 4.3159, -3.9446, 9.4753, 0.0083, 0.0127, -0.0108
Si, 9.6673, -5.1297, 17.4209, 0.0002, 0.0032, -0.0004
Si, 0.6181, 5.2958, 10.7953, 0.002, -0.0026, -0.0197
Si, -1.9691, 4.4006, 12.4533, 0.0021, -0.0016, -0.0002
Si, 1.6007, -4.2137, 17.3152, 0.002, -0.0089, -0.0045
Si, 11.718, -1.9539, 15.4245, -0.0037, 0.0025, 0.0052
Si, 6.7354, -1.8839, 14.7154, 0.0002, 0.0016, -0.0001
Si, 7.1962, -3.2875, 21.6983, 0.0148, 0.0063, 0.0096
Si, 5.9951, 0.0328, 10.4152, 0.0025, -0.011, -0.0213
Si, 5.3167, 0.7503, 14.7697, 0.0051, 0.0023, 0.0048
Si, 7.0554, -2.5432, 10.1076, -0.01, -0.0007, -0.0228
Si, 3.1058, -0.3536, 16.7569, 0.0021, 0.0013, -0.0046
Si, 9.7806, 0.2024, 18.8769, 0.0013, 0.0004, 0.0034
Si, 1.911, 2.2923, 21.6635, 0.0034, 0.0037, 0.0055
Si, 8.8432, 3.9914, 15.3153, -0.0068, -0.0013, 0.0132
Si, 9.3798, -1.0204, 21.758, -0.0063, 0.0248, 0.0021
Si, 4.4325, -5.408, 16.9092, -0.0024, -0.0103, 0.0004
Si, 1.8071, 0.487, 19.0979, -0.0039, 0.0127, 0.0046
Si, -0.2148, 0.6011, 10.4742, -0.0087, 0.0061, -0.023
Si, 5.1355, -4.2664, 19.6488, 0.0093, -0.0097, 0.0044
Si, 4.7041, -3.9698, 14.1108, 0.0055, 0.0034, 0.0055
O, 0.8373, -1.7241, 13.808, 0.0038, 0.0006, 0.0023
O, 1.4139, -1.3897, 7.9034, -0.0002, -0.0009, 0.0165
O, 1.5184, -3.4457, 23.378, 0.0212, -0.0169, -0.0223
O, 4.7969, -5.2951, 8.7193, 0.0001, -0.0076, 0.0064
O, 9.7443, 4.7094, 23.3126, 0.0072, -0.0063, -0.023
O, -2.4314, 2.5617, 8.9992, -0.0004, -0.0046, 0.0175
O, 2.5413, 1.1032, 22.575, 0.0011, 0.0012, -0.0107
O, 6.9788, 2.0092, 23.4003, 0.0241, -0.0283, -0.0168
O, 2.8213, 0.8537, 17.8488, 0.0037, 0.0023, 0.0031
O, 4.7265, -4.9474, 15.3889, 0.0008, 0.007, -0.0039
O, 9.085, 4.5661, 18.359, 0.0028, -0.0005, 0.003
O, 4.2789, -0.731, 23.3861, 0.0054, -0.0068, -0.0222
O, 7.8681, -4.5288, 22.516, -0.0047, -0.0004, -0.013
O, 0.2415, -0.5996, 11.475, 0.0079, -0.0039, 0.0113
O, 5.7716, -4.4385, 12.9624, 0.0007, -0.0019, 0.0042
O, 2.4133, 0.2685, 12.7767, -0.0004, -0.0018, 0.0016
O, -0.4862, 0.0868, 8.9439, 0.0029, 0.005, 0.0155
O, 3.4103, -5.1379, 22.6273, -0.0033, 0.0053, -0.0035
O, 11.3179, 0.2047, 18.3652, -0.0022, -0.0023, 0.0044
O, 4.6037, -5.6378, 20.364, 0.0063, 0.0162, -0.0105
O, 2.4001, -0.8886, 19.805, 0.0035, -0.0052, 0.0074
O, 8.3467, -2.2022, 21.3494, 0.0032, 0.0136, 0.0065
O, 4.8817, 3.9672, 16.9341, 0.0009, 0.0067, 0.0047
O, 6.9749, -1.1543, 10.9534, -0.0002, 0.004, 0.0065
O, 9.0518, -3.6165, 17.6637, 0.0036, -0.0034, 0.002
O, 6.5685, -3.8416, 20.3018, -0.0145, -0.0072, -0.0081
O, 6.0226, -2.5882, 22.5923, -0.0001, -0.0014, -0.0013
O, 5.8146, -0.2569, 8.8214, 0.0004, 0.009, 0.0063
O, 4.5918, -0.0746, 11.2253, -0.0101, 0.0042, 0.0111
O, 1.5929, 1.6616, 20.1972, -0.0013, -0.0129, -0.0123
O, 1.6855, -0.7825, 16.088, -0.0002, -0.0032, -0.0005
O, 8.014, -2.3018, 8.8289, 0.0009, -0.0053, 0.0123
O, 2.8449, -5.2541, 17.2062, 0.002, 0.0062, 0.006
O, 12.3139, -3.4133, 15.8972, 0.0009, 0.0015, 0.0041
O, 4.0881, 1.369, 7.8211, -0.0018, 0.005, 0.0125
O, 7.9818, 3.4951, 11.5291, 0.0024, 0.0081, 0.0094
O, 9.4429, -5.5117, 15.837, 0.0018, -0.0012, 0.0006
O, 4.1056, -3.008, 19.8807, -0.0035, 0.0043, 0.0037
O, 3.2088, -3.9569, 13.4484, -0.0008, -0.0011, 0.0039
O, 8.9144, -0.8924, 18.0219, 0.0012, -0.0017, -0.0012
O, 3.7221, -4.3375, 10.923, -0.0098, 0.0051, 0.0142
O, 8.2764, -5.2093, 13.0707, -0.0028, 0.0053, -0.0055
O, 5.5752, -2.9416, 9.5771, 0.0061, -0.0026, 0.0088
O, -1.3726, -4.1122, 7.8874, 0.0059, -0.0046, 0.0085
O, -1.5899, 1.2379, 11.0748, 0.0007, -0.0006, 0.0043
O, 10.6789, -1.6457, 22.5257, -0.0098, 0.0069, -0.0132
O, 6.6853, 1.4781, 10.6505, 0.0027, -0.0025, 0.0068
O, 10.1606, -1.8782, 15.9014, 0.0076, -0.0001, -0.0019
O, 5.2209, -2.5221, 14.6796, -0.0039, -0.0055, 0.0001
O, 7.4959, -2.0664, 16.1469, -0.0004, 0.0013, -0.0041
O, -1.5556, 3.596, 13.8255, 0.0024, -0.0012, -0.0027
O, 5.3056, 3.898, 22.5399, -0.0012, 0.0052, -0.0139
O, 11.5172, 2.8948, 22.4147, -0.0017, 0.0036, 0.0018
O, 6.7669, 4.1326, 7.8994, -0.0004, -0.0016, 0.0152
O, 0.9496, 1.7237, 10.4023, 0.002, -0.0006, 0.0046
O, 7.6394, -2.6483, 13.5803, 0.0007, -0.0042, 0.0016
O, 2.4343, -2.1042, 11.7198, -0.0023, 0.0029, 0.0029
O, 1.1469, -4.3305, 11.6053, 0.0061, 0.004, 0.007
O, 3.1263, -3.1961, 8.6767, -0.001, -0.002, 0.0099
O, 9.8491, -0.257, 20.4249, -0.0128, -0.0179, 0.0387
O, 2.5118, 3.154, 8.8288, -0.0026, -0.0037, 0.0089
O, 3.7439, -1.6083, 17.6146, -0.0012, -0.0011, 0.0085
O, 7.094, 2.9066, 17.8678, 0.0057, 0.0002, 0.0046
O, 2.9635, 3.4934, 21.398, 0.0001, 0.0019, 0.0044
O, 6.5067, -0.304, 14.3834, -0.0002, -0.0029, 0.0015
O, 4.7136, 1.4405, 13.4216, -0.0025, -0.0007, 0.0001
O, 5.2823, -4.571, 18.0443, -0.0033, -0.0021, -0.002
O, 7.6077, -3.7002, 11.1028, -0.0017, -0.0035, 0.0144
O, 7.2004, 4.0994, 15.4605, 0.0013, 0.0002, 0.0027
O, 5.946, 1.8422, 15.7522, -0.0011, 0.0026, 0.0005
O, 3.4223, 2.244, 11.2455, 0.0039, -0.0049, 0.0103
O, 11.2579, -5.1074, 17.7274, -0.0006, 0.003, 0.0037
O, 9.3234, 2.8243, 16.3807, 0.0048, -0.0032, 0.0012
O, 0.4205, -5.4774, 9.1715, 0.0045, -0.003, 0.0127
O, 4.1059, 0.0412, 15.5728, -0.0017, -0.0006, 0.0043
O, 9.2322, 1.7521, 18.8266, -0.0021, 0.0072, -0.0023
O, -0.7585, 4.8151, 11.4782, -0.0013, 0.0006, 0.0079
O, 8.665, 0.1105, 22.6695, -0.0086, -0.0063, 0.0309
O, 1.8146, -3.1581, 18.5445, 0.001, 0.0014, 0.0061
O, 1.7391, 4.1686, 11.0922, -0.0024, 0.0025, 0.0065

Results
free energy: -126872.711 eV
free energy less fixed offsets of O -568.88, Si -635.61 eV per atom: -4.231 eV

The program warned: the cutoff lies below the one the program advises for these potential files; the exchange-correlation potential is rough where the density is thin.
